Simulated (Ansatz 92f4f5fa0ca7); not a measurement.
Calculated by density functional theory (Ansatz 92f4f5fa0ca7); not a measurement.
Periodic cell of 220 atoms, Si132O88, from a study of silicon, its oxide and their interface. The atomic structure is a simulated model.
This geometry differs little from another in the collection (a relaxation step or a small displacement).

Settings
functional: r2SCAN
potential files: Ansatz PAW
basis: plane waves
wave-function cutoff: 800 eV
density cutoff ratio: 5
exchange-correlation grid ratio: 1
k mesh: 1 x 1 x 1, shifted by 0.5 0.5 0 of a step
self-consistency stop: 1e-10 eV per atom in the density residual
occupations: fixed
spin: none
net charge: 0

Cell vectors (angstrom)
a 10.88 0 0
b 0 10.88 0
c 0 0 32.0375

Atoms: element, x, y, z (angstrom)
Si -0.9025 0.4499 -1.4157
Si 1.2237 1.3248 -1.13
Si -0.0995 6.2697 -0.4346
Si 3.0174 8.1524 -0.1321
Si 5.4335 -0.5433 -0.4728
Si 8.1977 2.7905 0.0307
Si 5.5601 3.8786 -1.2851
Si 9.2904 8.2798 -0.7547
Si 1.8339 1.8258 1.1607
Si 3.7995 3.2432 1.2064
Si 1.3217 7.1122 1.1773
Si 4.2593 9.4494 1.3344
Si 6.9451 1.3718 1.3714
Si 9.6496 4.4021 0.9437
Si 7.058 7.0968 1.7281
Si 8.7299 8.7857 1.4707
Si 0.0713 2.907 2.3884
Si 2.7494 0.0277 2.4864
Si -0.1631 8.1948 2.6216
Si 2.5588 5.6713 2.5702
Si 5.4136 2.5201 2.7173
Si 8.1683 -0.0964 2.6454
Si 5.4303 8.2199 2.8955
Si 8.2878 5.3963 2.665
Si 1.3201 4.183 3.9397
Si 4.0309 1.2588 4.0727
Si 1.276 9.6102 3.8527
Si 3.9882 6.8239 4.0322
Si 6.7732 4.0573 3.9051
Si 9.5892 1.421 3.7908
Si 6.7955 9.611 4.1506
Si 9.5658 6.7675 4.0863
Si 0.0011 0.1099 5.2608
Si 2.6931 2.7728 5.2879
Si 0.0175 5.4468 5.4339
Si 2.6028 8.2238 5.2911
Si 5.3955 0.014 5.4928
Si 8.1627 2.7091 5.2346
Si 5.4198 5.4457 5.2922
Si 8.1714 8.1887 5.38
Si 1.3292 1.4303 6.6616
Si 4.0634 4.1119 6.6729
Si 1.3495 6.8614 6.7444
Si 3.9727 9.5067 6.7143
Si 6.7962 1.4478 6.7034
Si 9.4814 4.0644 6.6742
Si 6.7535 6.8316 6.6626
Si 9.521 9.6268 6.6616
Si -0.0121 2.7606 8.0577
Si 2.6499 0.0468 8.0304
Si -0.0372 8.2506 8.0361
Si 2.7371 5.4761 8.0765
Si 5.413 2.7891 8.0684
Si 8.164 0.1109 8.048
Si 5.3505 8.152 8.0314
Si 8.1117 5.4635 7.9885
Si 1.3701 4.0979 9.4283
Si 4.0117 1.4001 9.3756
Si 1.2881 9.6094 9.4186
Si 4.0722 6.8051 9.4869
Si 6.7484 4.194 9.4132
Si 9.501 1.4885 9.463
Si 6.7059 9.612 9.2618
Si 9.4806 6.8287 9.3135
Si -0.0219 0.1273 10.8138
Si 2.7192 2.7179 10.8381
Si -0.0296 5.4822 10.7082
Si 2.6356 8.198 10.7211
Si 5.3843 0.0563 10.6938
Si 8.1446 2.9354 10.7868
Si 5.4679 5.4983 10.9042
Si 8.0467 8.2243 10.5217
Si 1.3024 1.4664 12.2934
Si 4.2011 3.9633 12.2144
Si 1.2046 6.9145 12.075
Si 4.0104 9.5361 12.0163
Si 6.7584 1.49 11.9688
Si 9.4545 4.3398 12.235
Si 6.8728 6.9996 12.1183
Si 9.3384 9.5765 11.8601
Si -0.2009 2.8759 13.5912
Si 2.7449 -0.0424 13.49
Si -0.5239 7.9964 13.178
Si 2.9451 4.9058 13.8849
Si 5.5901 2.647 13.6248
Si 7.9865 0.0175 13.2041
Si 5.4436 8.3078 13.4219
Si 8.6781 6.2969 13.4932
Si 1.2734 3.8539 15.1908
Si 4.5045 0.8587 14.7872
Si 0.4433 9.3443 14.8208
Si 4.2675 6.0342 15.4079
Si 6.8019 4.3381 16.0229
Si 9.4957 1.0633 14.5789
Si 6.298 10.1041 14.6101
Si 8.09 6.3233 15.8586
Si 2.1594 5.852 17.3513
Si 7.2439 -6.8831 22.2574
Si 11.393 2.2222 17.6022
Si 4.1128 1.2369 17.0992
Si 8.3465 -0.9223 22.3413
Si 4.3727 -7.1285 21.5235
Si 8.4036 2.0683 17.3853
Si -0.8915 8.1738 17.1418
Si 3.0657 3.393 18.7115
Si 9.6074 -3.1731 24.2321
Si 6.636 -0.1985 18.2497
Si 1.6404 -0.0679 18.5597
Si -0.8472 -8.14 22.7986
Si 7.2543 9.1527 16.537
Si 12.5683 -3.8815 23.9349
Si 2.6981 2.4355 26.2715
Si 11.9438 -2.7806 19.0991
Si 11.0991 0.0227 21.4346
Si 7.0717 6.0237 24.322
Si -5.3141 -12.5616 20.8864
Si 6.9284 0.1758 26.8086
Si 1.5737 5.6658 28.8536
Si 1.9637 -6.9919 23.5204
Si 0.5154 2.9661 28.3911
Si 5.8641 -4.557 21.6885
Si 2.7282 7.685 26.7859
Si 5.6705 6.6192 27.1322
Si -1.5446 -1.1302 26.265
Si 9.3123 0.7741 28.4592
Si 2.4485 -1.9377 21.7777
Si 5.4441 6.2787 31.0698
Si -6.5763 4.1903 28.2452
Si 6.5576 -3.0017 29.7932
Si 3.7438 10.6806 27.1335
Si 2.8909 -0.1272 30.1857
Si 8.5574 1.0531 24.5519
O 1.0584 2.6672 -2.131
O 3.0601 -1.6171 -5.2475
O 4.5699 3.1835 -0.213
O 3.4188 4.808 1.458
O 0.8797 5.9916 -1.755
O -0.8891 9.7106 -1.1473
O 2.5971 9.1865 -1.3778
O 3.1759 10.9725 -3.4276
O 5.9891 -1.5801 -1.6204
O 2.1368 -5.4108 -8.2888
O 6.5535 0.5029 0.008
O 9.075 1.548 -0.5982
O 5.0138 3.2478 -2.6924
O 3.9252 6.9156 -0.7499
O 8.1668 7.9096 -1.903
O 1.1533 5.0644 16.3286
O 1.2175 2.5343 16.1674
O 19.6934 -2.089 23.3469
O 3.8932 2.8043 17.4423
O -0.2602 10.8068 14.918
O 0.4068 8.5318 16.2314
O 4.8256 7.2665 14.5316
O 3.2562 6.6894 16.5123
O 7.8935 0.8925 18.4167
O 7.3049 3.2744 17.1755
O 8.6546 1.4119 15.9329
O 2.1563 3.0568 24.8928
O 12.839 6.1082 13.295
O 9.4211 6.6814 16.7764
O 7.023 7.5214 16.3285
O 2.9877 4.9504 18.3953
O 1.5214 2.8202 18.7435
O 5.8719 -7.7345 21.8835
O 3.8759 -7.7083 20.09
O 12.7972 -1.629 18.369
O 1.9872 -1.1845 14.4339
O 11.8913 0.2044 20.032
O 6.6413 3.5185 14.5963
O 9.8544 2.7023 17.834
O 6.1313 -4.0634 23.2318
O 7.2664 1.1794 25.5444
O 11.0075 -3.6265 23.5708
O 6.3646 6.4569 32.4179
O 9.6404 -0.7461 21.3295
O 5.3626 5.1046 16.2081
O -1.9974 9.2649 16.6928
O 0.4366 3.7206 22.9622
O 5.8853 -0.8451 19.5398
O 5.6959 -3.2945 20.704
O 3.274 0.9359 26.0761
O 13.5243 -2.9639 23.0049
O -4.0218 -1.2818 21.8001
O -0.9983 -2.5429 25.7204
O -0.1791 -9.43 22.0735
O 0.5521 -6.297 28.1601
O 3.1652 3.3831 22.5459
O 6.3158 -3.1715 28.1698
O 18.9652 0.4759 23.1168
O -1.2423 0.0119 25.1553
O 1.8556 7.0477 28.0203
O 8.7141 -7.5474 21.9978
O 5.5702 0.8036 17.5878
O 3.0739 0.5349 18.1401
O 12.271 -0.7754 22.2755
O 10.3645 8.3679 18.7287
O 7.1201 3.4388 30.9916
O -3.1682 -12.095 26.4484
O -6.3322 -5.5046 21.5358
O -5.3762 -5.6576 27.9129
O 7.0594 4.4635 23.8252
O 1.4939 2.2898 27.3166
O -4.3334 6.346 25.8091
O 9.4 -8.4781 24.2638
O 5.3769 -0.1529 27.0775
O 1.6046 -2.7608 20.623
O 3.8451 3.3958 26.9169
O 12.1522 -4.1663 18.3504
O 3.9804 -1.4333 21.3487
O 1.8714 7.3839 25.4744
O -0.9179 -0.512 27.6307
O 7.1444 -5.5207 21.3436
O 3.0313 4.9357 28.9411
O 4.2737 0.3506 30.8837
O 7.707 0.8127 28.0972
O 9.9512 13.1388 28.1167
O 11.3941 -10.2818 17.6166
O -2.2452 6.4318 24.3077
O 4.1777 6.999 26.677

Results
free energy: -134611.782 eV
free energy less fixed offsets of O -570.45, Si -639.56 eV per atom: 9.738 eV

Forces (eV/angstrom), in the order of the atoms: element, x, y, z
Si -0.0014 -0.0005 0.0064
Si -0.0114 0.0032 -0.0012
Si 0.0005 0.0003 -0.0015
Si -0.0016 0.0007 0.0013
Si 0.0004 0.0005 0.0014
Si 0.0001 -0.001 -0.0005
Si 0.0017 0.0014 -0.0036
Si 0.0013 0.0045 0.0014
Si 0.0016 -0.0012 -0.0001
Si -0.0051 -0.0077 -0.0007
Si 0.003 0.0024 -0.0001
Si 0 0.0001 -0.0002
Si -0.0002 0.0053 -0.0034
Si -0.0002 -0.001 -0.0007
Si -0.0008 -0.0004 0.0011
Si -0.0018 0.0022 0.0013
Si 0.0004 0.0016 -0.001
Si -0.0015 0.0029 0.0021
Si -0.0007 -0.0013 -0.0001
Si -0.0101 0.0011 -0.0009
Si -0.0006 -0.0002 0.0009
Si -0.0003 0.0001 -0.0002
Si -0.0004 0.0011 0.0005
Si 0.0003 -0.0007 0
Si -0.0011 0.0013 -0.0001
Si -0.0015 0.0002 -0.0012
Si 0.0018 0.0011 0
Si 0.0001 -0.0003 -0.0005
Si 0.0005 0.0001 -0.0007
Si -0.0016 -0.0003 -0.0015
Si 0.0014 -0.0004 -0.0001
Si -0.0006 0.0013 -0.0009
Si 0.0007 0.0002 0.0001
Si 0.0008 -0.0006 0.0011
Si 0.0004 -0.001 -0.0003
Si -0.0023 0.0006 0.0006
Si 0.0005 0.0005 -0.0009
Si 0.0008 -0.0007 -0.0001
Si 0.0009 0.0012 0.0006
Si -0.0001 0.0003 0.0005
Si -0.0011 0.0013 -0.0001
Si 0.0001 -0.0003 -0.0005
Si -0.0002 -0.0007 0.0002
Si 0.0006 0.0006 0.0001
Si -0.0006 0.0004 0.0003
Si -0.0003 0.0014 -0.0001
Si 0.0009 0.0014 -0.0009
Si 0.0008 0.0012 -0.0001
Si 0.0011 -0.002 0.0001
Si 0.0002 -0.0005 0.0003
Si -0.0005 0.0033 0.0015
Si 0.0003 -0.0011 -0.0001
Si -0.0002 0.0006 -0.0001
Si 0.0016 0.0013 0.0001
Si 0.0014 0.0002 0.0004
Si -0.0004 0.0002 0.0003
Si 0.002 0.0013 -0.0007
Si 0.001 -0.0005 -0.0001
Si -0.0022 -0.0003 0.0003
Si 0.0007 0.0038 0.0014
Si 0.0003 -0.001 0.0006
Si 0.0016 0.0007 -0.0002
Si 0 0.0013 0.0004
Si -0.0015 -0.0032 -0.0007
Si 0.0018 -0.0005 -0.0012
Si -0.0013 -0.0003 -0.002
Si 0.0006 0.0002 0.0013
Si 0.0016 0.0012 0.0011
Si 0 0.0017 -0.002
Si 0.0011 -0.0006 -0.0002
Si 0.001 -0.0023 -0.0002
Si 0.0035 0.0034 -0.0032
Si 0.0018 -0.0007 0.0016
Si 0.0014 0.0004 -0.004
Si -0.0063 0.0045 0.0073
Si 0.0025 -0.0043 -0.0019
Si 0.0006 0.0027 -0.0046
Si 0.0017 -0.0021 0.0005
Si -0.0021 0.0018 0.0067
Si -0.0012 0.0027 -0.0007
Si 0.0028 0.0003 -0.0017
Si -0.0047 0.0035 0.0099
Si 0.0008 -0.0023 0.0025
Si -0.0066 0.0061 0.0027
Si -0.0019 -0.0069 0.0052
Si -0.0023 0.0023 0.0052
Si -0.0088 0.0179 0.0023
Si -0.0036 -0.0009 -0.0078
Si -0.0091 0.0103 -0.0066
Si -0.0019 -0.0017 -0.0038
Si 0.0021 0.0036 0.0066
Si -0.001 0.0008 -0.0025
Si 0.0012 -0.0015 -0.0015
Si -0.0002 -0.0017 -0.0024
Si 0.0019 -0.0035 0.0022
Si -0.0026 0.0037 0.0042
Si -0.0035 0.0041 0.0013
Si -0.0021 -0.0015 -0.0034
Si -0.0033 0.0031 -0.0044
Si -0.0099 -0.0184 -0.0043
Si 0.001 0 -0.0043
Si -0.0022 0.0019 -0.0068
Si 0.0002 0.0002 -0.0054
Si 0.0022 0.001 -0.0047
Si -0.0022 0.0048 -0.0052
Si -0.0014 0.0003 -0.0051
Si 0.0006 -0.0113 -0.0097
Si 0.0077 0.0008 -0.0099
Si 0.0008 -0.0022 -0.0029
Si -0.0034 0.0073 -0.0065
Si 0.0005 0.0004 -0.0073
Si -0.004 0.0001 -0.002
Si -0.0031 0.0021 -0.0093
Si 0.002 -0.0025 -0.0052
Si -0.0008 0.0003 -0.0075
Si -0.001 0.0029 -0.0062
Si -0.001 -0.0024 -0.0052
Si 0.0028 -0.0026 -0.0023
Si -0.0018 -0.0019 -0.0024
Si 0.0095 -0.0001 -0.0006
Si -0.0027 0.0004 -0.0042
Si 0.0007 0.0028 -0.0052
Si -0.0041 0.0045 -0.0052
Si -0.0003 -0.0005 -0.0055
Si 0.001 -0.0022 0.0016
Si -0.0023 0.0004 -0.0092
Si -0.0013 -0.0036 -0.001
Si -0.0046 0.0002 -0.0005
Si 0.001 0.0003 -0.0026
Si -0.0037 0.0029 -0.006
Si 0.0032 0.0011 0.0005
Si 0.0009 0.0002 -0.0046
O 0.006 0.004 -0.0068
O 0.0052 -0.0006 0.0038
O -0.0004 -0.0025 0.0001
O 0.0109 0.0093 0.0038
O -0.0039 -0.002 0.0047
O 0.0007 -0.0056 -0.0034
O -0.0009 0.0002 -0.0011
O -0.0054 0.0002 0.0009
O -0.0008 0.002 0
O -0.001 -0.0015 0.0026
O -0.0013 0.0005 0.0039
O 0.002 -0.0007 0.0001
O -0.0026 0.0012 0.0017
O 0.0002 -0.0004 -0.0006
O 0.0003 0.0003 -0.0004
O 0.0049 0.0026 0.004
O -0.0012 0.0046 0.001
O -0.0022 -0.0024 0.004
O -0.0035 0.0014 0.0002
O 0.0014 0.0006 -0.004
O -0.0017 0.0007 0.0018
O 0.0073 -0.0156 -0.0095
O -0.0022 0.0036 0.0044
O 0.0029 0.0008 0.0044
O 0.0012 0 0.0001
O -0.0003 0.0019 0.0024
O 0.0088 -0.0014 0.0036
O 0.012 -0.012 -0.0076
O -0.0003 -0.0021 -0.0036
O 0.0008 -0.0022 0.0085
O 0.0052 -0.0041 -0.0038
O 0.0008 0.0016 0.0044
O 0.0007 0.0006 0.0042
O 0.0042 0.0022 0.0058
O -0.0064 -0.0022 0.0013
O 0 -0.0067 -0.0065
O -0.0099 0.0011 0.0061
O 0.0005 0.0037 -0.0023
O 0.0018 -0.0012 0.0023
O 0.0021 0.002 0.0038
O -0.0013 -0.0004 0.0038
O 0.0002 0.0031 0.0016
O 0.0016 0.0019 0.0024
O -0.0016 -0.0016 0.0045
O -0.0015 -0.0019 0.0022
O 0.0047 -0.0028 -0.0005
O -0.0004 0.0006 0.0032
O -0.0058 0.0001 0.0107
O 0.0013 -0.0042 0.0005
O -0.0004 -0.0005 0.0029
O -0.0007 -0.0032 0.0045
O 0.0013 0.0006 0.0033
O -0.0014 0.0004 0.0053
O -0.0021 0.0028 0.004
O -0.0025 -0.0018 0.0013
O -0.0069 -0.0014 0.0019
O 0.0005 0.0014 0.0059
O -0.001 0.0015 0.0032
O -0.0014 -0.0036 0.0026
O -0.0027 0.0005 0.0019
O 0.0001 -0.0013 0.0026
O 0.0025 0.0073 0.0034
O 0.0027 0.0018 0.0176
O 0.0005 0.0004 0.0008
O 0.0031 -0.0048 0.0036
O 0.0027 0.0011 0.0012
O -0.0013 0.0008 0.0053
O -0.0019 0.0007 0.0037
O 0.0041 -0.0028 -0.0001
O -0.0011 -0.0019 0.0038
O -0.0095 -0.0001 -0.0032
O -0.0025 0.004 0.0058
O -0.0021 -0.0008 0.0025
O -0.0014 -0.0007 0.0039
O 0.0005 0.0022 0.0079
O -0.0048 -0.0016 0.0064
O 0.0046 -0.0029 0.0047
O -0.0002 -0.0022 0.0008
O 0.0005 0.0019 0.006
O -0.0011 0.0035 0.0005
O -0.0006 -0.0022 -0.0001
O 0.0033 0.0025 -0.0005
O 0.0055 0.0023 -0.0011
O -0.0008 -0.001 0.0005
O -0.0035 -0.0015 0.0056
O 0.0091 0.005 -0.0049
O 0.0028 -0.0025 0.0025
O -0.0009 -0.0036 0.0041

The program warned: the cutoff lies below the one the program advises for these potential files; the forces do not sum to zero within the program's tolerance; empty levels may hold ghost states of the PAW files; the exchange-correlation potential is rough where the density is thin.
